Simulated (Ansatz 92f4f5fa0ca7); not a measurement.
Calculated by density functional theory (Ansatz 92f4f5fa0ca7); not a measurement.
Periodic cell of 253 atoms, Si144O109, from a study of silicon, its oxide and their interface. The atomic structure is a simulated model.
This geometry differs little from another in the collection (a relaxation step or a small displacement).

Settings
functional: r2SCAN
potential files: Ansatz PAW
basis: plane waves
wave-function cutoff: 800 eV
density cutoff ratio: 5
exchange-correlation grid ratio: 1
k mesh: 1 x 1 x 1, shifted by 0.5 0.5 0 of a step
self-consistency stop: 1e-10 eV per atom in the density residual
occupations: fixed
spin: none
net charge: 0

Cell vectors (angstrom)
a	10.88	0	0
b	0	10.88	0
c	0.7324	3.132	36.4798

Atoms: element, x, y, z (angstrom)
Si	6.8774	2.7337	-2.0445
Si	-0.0888	3.7353	22.7864
Si	3.7467	-0.3354	0.3497
Si	1.1347	0.3404	-9.0321
Si	4.6421	5.6073	-4.9796
Si	-0.504	3.6524	-4.0579
Si	-0.9174	10.035	-1.9784
Si	4.2675	1.1906	-2.3403
Si	4.4769	5.9405	0.0507
Si	6.143	7.6605	0.2836
Si	8.6607	10.6828	20.4784
Si	7.2807	3.0854	0.2217
Si	-2.0081	4.8884	0.0795
Si	2.0852	8.8232	0.1984
Si	10.1313	11.2486	0.0816
Si	0.8698	2.2194	0.1122
Si	2.8102	6.9134	1.3893
Si	5.3758	9.4515	1.581
Si	2.6108	1.3529	1.4744
Si	5.4565	4.1373	1.2991
Si	8.0385	6.7093	1.3427
Si	11.0783	9.5833	1.4194
Si	8.3078	12.1967	1.342
Si	-0.1363	4.0093	1.2769
Si	1.3143	5.4552	2.5472
Si	4.0395	8.1464	2.9641
Si	1.3841	0.0041	2.9432
Si	4.0782	2.7587	2.6433
Si	6.7411	5.4245	2.8205
Si	9.5477	8.1321	2.5702
Si	6.8679	10.8735	2.6828
Si	9.5181	2.701	2.8129
Si	2.6965	4.1252	3.9746
Si	5.4395	6.7843	4.1996
Si	2.7167	-1.3585	4.2772
Si	5.4575	1.3738	4.0221
Si	8.1267	4.0594	4.1397
Si	-0.0107	6.7824	4.005
Si	8.2229	9.4957	4.0039
Si	-0.0016	12.2663	4.1827
Si	4.0252	5.4192	5.4397
Si	6.8553	8.1839	5.4133
Si	4.1412	0.0374	5.4871
Si	6.7664	2.6973	5.4754
Si	-1.3527	5.4439	5.4338
Si	1.3086	8.113	5.4909
Si	-1.3684	10.8514	5.4382
Si	1.3993	2.7713	5.4164
Si	2.7068	6.7621	6.8316
Si	5.5154	9.5223	6.8009
Si	2.7251	1.4031	6.7887
Si	5.3757	4.0738	6.8006
Si	8.1643	6.8282	6.7842
Si	-0.0345	9.514	6.8203
Si	8.1622	1.3203	6.7994
Si	0.0309	4.0814	6.789
Si	1.3617	5.4053	8.2005
Si	4.1296	8.1425	8.1208
Si	1.3535	0.022	8.1274
Si	4.0233	2.7484	8.1862
Si	6.763	5.4693	8.0993
Si	9.4818	8.1832	8.1796
Si	6.8449	10.8585	8.1964
Si	9.5689	2.6738	8.1226
Si	2.673	4.049	9.6345
Si	5.4487	6.7971	9.558
Si	2.7502	9.5262	9.4022
Si	5.4291	1.371	9.4222
Si	8.1713	4.0881	9.3474
Si	-0.025	6.8038	9.4537
Si	8.1923	9.5343	9.6255
Si	0.0276	1.3436	9.585
Si	4.0644	5.4382	10.9344
Si	6.8186	8.154	10.9562
Si	4.0753	10.9044	10.7496
Si	6.8127	2.7577	10.6678
Si	-1.3845	5.406	10.7414
Si	1.3685	8.1724	10.7181
Si	9.5822	10.8818	11.0189
Si	1.327	2.6753	11.062
Si	2.5992	6.8143	12.1701
Si	5.3846	9.5863	12.1692
Si	2.8079	1.2502	12.3167
Si	5.5135	4.0283	12.146
Si	-2.6474	6.7227	12.2159
Si	0.1745	9.4531	12.2767
Si	8.0942	1.4903	12.1447
Si	-0.1722	4.1017	12.274
Si	0.8768	5.8319	13.4996
Si	3.6709	8.5115	13.3588
Si	1.9624	-0.5662	13.6168
Si	4.3222	8.0352	17.8772
Si	7.1069	5.1029	13.4992
Si	-0.7467	7.5563	13.3231
Si	6.3584	11.3844	13.3367
Si	-2.0352	3.2522	13.5305
Si	4.9285	3.3367	-6.8664
Si	2.6305	1.3234	-6.5349
Si	-0.9527	8.0728	15.5307
Si	-0.5677	1.6158	20.4447
Si	1.4249	9.0289	17.3758
Si	3.3315	5.7513	-2.0858
Si	5.8776	10.5431	-10.3981
Si	4.5523	1.9847	18.6967
Si	4.1206	9.857	22.0699
Si	4.5676	7.1939	20.5589
Si	6.9601	5.9269	21.579
Si	7.391	8.2184	-2.4241
Si	-0.6216	4.7227	-11.617
Si	8.5826	10.2983	-11.3018
Si	-0.9669	6.0446	17.5887
Si	1.3117	0.5516	15.6254
Si	-0.9676	2.7378	-9.1205
Si	8.4499	5.2275	-2.2416
Si	-0.9674	6.6906	22.2276
Si	4.446	5.7526	23.0428
Si	7.5209	9.7191	15.6392
Si	2.9157	3.0787	22.85
Si	-0.3509	8.1949	19.7389
Si	5.7055	7.2127	15.3376
Si	6.302	10.4375	18.3591
Si	3.4249	10.1692	-4.3475
Si	1.7851	8.5297	-2.102
Si	7.803	10.2855	-6.3668
Si	3.4114	6.8695	-9.9189
Si	7.0236	1.7098	-8.3812
Si	2.4644	1.0608	20.6309
Si	6.7745	2.9584	20.5125
Si	3.3557	3.0006	16.1012
Si	-1.0335	2.5016	15.5035
Si	5.7805	8.4083	-5.0924
Si	0.6242	3.7667	-6.7376
Si	4.6638	2.2485	13.4243
Si	2.9788	5.4713	-7.371
Si	6.177	7.7161	-10.7718
Si	8.9935	3.1273	18.2837
Si	8.8383	1.0769	-3.8787
Si	6.832	0.5138	22.5471
Si	2.4342	4.934	-11.9939
Si	9.05	7.4463	-10.6833
Si	-1.2079	9.4503	-8.6256
Si	1.7277	2.9499	-1.9554
Si	1.0631	4.9321	15.7394
Si	2.9248	9.7846	-11.051
O	2.3156	0.7123	-7.9978
O	5.6805	6.8076	-5.3289
O	2.291	6.994	-2.3955
O	6.3151	8.2374	-1.2376
O	0.9375	8.7337	18.9012
O	4.3376	7.6513	14.5952
O	8.9652	8.7519	-11.672
O	7.1474	4.4109	21.0828
O	8.9147	2.3742	16.8454
O	5.5741	0.949	18
O	6.7942	8.3848	15.08
O	3.2173	6.7528	-8.3197
O	8.5297	9.2935	-2.0667
O	1.4879	3.761	23.0825
O	6.0613	5.9099	22.94
O	7.2748	9.9738	17.1881
O	5.3138	2.4125	-2.3086
O	7.7324	2.7386	19.2176
O	6.1161	6.7279	20.4547
O	0.5587	5.7264	17.086
O	4.4116	0.227	-1.0532
O	0.6346	2.9972	-3.1351
O	2.8711	8.3231	-10.372
O	6.152	9.0393	-9.8035
O	8.0268	6.7452	-2.5966
O	7.2474	10.7042	19.6425
O	2.5018	9.518	-3.186
O	3.7453	9.1821	23.4774
O	4.4873	2.8213	14.9643
O	2.8456	10.6581	21.5209
O	6.1018	8.2314	-12.3142
O	4.4935	0.2991	-3.6634
O	8.0982	10.5085	22.0169
O	-1.402	9.3992	19.9375
O	-1.2453	7.952	-9.2504
O	-0.6122	2.5909	19.1294
O	2.7932	1.8267	-2.419
O	4.0079	4.29	-7.8011
O	6.3432	5.8111	14.8117
O	2.5096	9.6176	-12.6032
O	-1.2108	4.8158	-3.2072
O	-0.7904	3.8339	-10.2864
O	9.2684	4.1704	-12.7636
O	-0.8336	0.2913	-3.1374
O	3.3062	1.1139	19.2566
O	8.92	10.4224	-9.7092
O	7.3641	0.6868	-7.2056
O	4.2916	5.5828	-3.3976
O	8.9881	9.5311	-7.1714
O	1.5225	2.4823	-6.3017
O	0.8722	4.6322	-12.2133
O	1.8339	10.7747	-10.4071
O	4.9543	6.7491	-10.3876
O	4.271	8.992	-5.0588
O	3.8918	7.0806	19.1089
O	6.2479	2.9584	-7.7065
O	7.7321	1.5512	-2.7818
O	9.1868	6.8686	16.378
O	-0.0599	7.589	21.2148
O	7.2136	4.2192	-2.6494
O	-0.9881	6.986	18.8875
O	4.0332	3.0037	17.5636
O	0.119	1.5558	-9.3499
O	7.0331	10.7243	-11.5274
O	2.3134	1.791	15.9025
O	-0.4717	5.162	22.1623
O	5.2789	2.7948	19.9074
O	8.2498	0.0146	-4.939
O	6.5847	8.6671	-3.7268
O	9.1108	9.4783	15.5497
O	0.1861	8.8585	-2.2722
O	2.5549	0.1397	-5.4264
O	9.4093	2.4374	-4.549
O	6.9889	0.1121	14.8151
O	4.0514	4.1949	23.1167
O	0.0724	3.6544	15.7632
O	-0.6243	3.3692	-7.6735
O	3.2053	3.5159	-12.188
O	6.9938	1.9494	21.7761
O	-0.5837	2.552	21.7916
O	4.3719	10.5027	-10.9599
O	-0.9185	6.2786	-11.2856
O	8.3669	2.2503	-9.1076
O	2.4383	4.4109	-1.8556
O	2.6264	5.5913	-10.5301
O	6.0312	0.9068	-9.3851
O	9.0952	4.7123	17.9839
O	2.857	2.4393	21.3803
O	6.6133	9.2007	-6.2254
O	-0.1863	1.1218	15.3136
O	4.5341	8.7138	21.0427
O	0.4849	8.316	16.2612
O	3.2714	5.8598	-5.8238
O	5.1629	9.2925	18.4677
O	5.277	7.1672	16.8951
O	9.4025	0.4224	-12.2322
O	7.5371	6.8893	-10.5147
O	5.2612	4.1896	-5.509
O	2.5909	4.4215	15.9334
O	3.7879	6.2944	21.6532
O	2.9556	8.5396	17.1707
O	8.3535	6.6882	21.7969
O	4.1123	1.9805	-6.4951
O	0.0745	4.388	-5.3617
O	1.3209	10.6037	17.0291
O	0.3087	9.9621	-8.4425
O	5.3717	10.8559	22.1493
O	1.4793	4.8982	-7.5089
O	0.8861	0.9062	20.3673

Results
free energy: -154282.270 eV
free energy less fixed offsets of O -570.45, Si -639.56 eV per atom: -6.580 eV

Forces (eV/angstrom), in the order of the atoms: element, x, y, z
Si	-0.0012	-0.0009	-0.0011
Si	-0.0009	0.0031	-0.0019
Si	0.0025	0.0014	-0.0053
Si	-0.0009	0.0007	0.0001
Si	-0.0001	0.0013	0
Si	0.0002	0.0012	0.0012
Si	0.0016	-0.0001	0.0005
Si	0.0023	-0.0021	-0.0011
Si	-0.0009	0.0007	-0.0016
Si	0.0015	0.0003	-0.0019
Si	-0.0012	-0.0024	-0.0006
Si	0	0.0002	-0.0014
Si	-0.002	-0.0009	-0.0045
Si	0.0025	0.0028	0.0008
Si	0	-0.0006	-0.0014
Si	0.0009	-0.0003	-0.0008
Si	-0.0006	-0.001	0.0006
Si	0.0002	-0.0006	0
Si	-0.0016	-0.0005	0.0017
Si	-0.0006	0.0012	0.0015
Si	0.0003	0.0001	0.0017
Si	-0.0003	0.0015	0.0029
Si	0.001	-0.0004	0.0031
Si	-0.0005	-0.0005	0.0022
Si	0.0001	0.0005	-0.0004
Si	-0.0006	0.0003	0
Si	0.0002	-0.0005	0.0001
Si	0.0002	0	-0.0018
Si	0.001	-0.0015	-0.0004
Si	0.0013	-0.0005	0.0008
Si	0.0012	0.0009	0.0009
Si	-0.0003	0.0001	-0.0015
Si	0.0006	-0.0001	0.0001
Si	0	-0.0005	0.0007
Si	-0.0002	-0.0009	0.0018
Si	0.0007	0.0005	-0.0008
Si	0.001	0	0.0014
Si	0.0004	-0.0002	0.0009
Si	0.0012	0	0.0011
Si	-0.0004	0	0.0015
Si	-0.0002	-0.0005	0.0003
Si	0.0002	0.0002	0.0012
Si	0	0.0006	-0.0002
Si	0.0005	-0.0002	-0.0002
Si	0.0004	-0.0004	0.0004
Si	-0.0007	-0.0003	0.0006
Si	-0.0005	-0.0002	0.0004
Si	0.0002	0.0009	0.0007
Si	0.0002	-0.0005	0.0006
Si	0.0009	0.0002	0.0006
Si	0	-0.0001	0.0005
Si	-0.0003	0.0002	0.0004
Si	0.0009	0.0003	0.0001
Si	0	0.0004	0.0006
Si	0	-0.0007	0.0007
Si	0.0013	0.0008	0.0002
Si	0.0002	0	0.0014
Si	0.0002	-0.0006	0.0006
Si	0	0.0007	0.0002
Si	-0.0002	0.0009	0.0005
Si	0.0003	0.0006	0.0001
Si	-0.0003	0.0002	0.0009
Si	-0.0001	-0.0006	0.0011
Si	0.001	-0.0002	-0.0002
Si	-0.0002	-0.0004	0.0013
Si	0.0007	0.0001	0.0019
Si	0.0001	0	0.0006
Si	0.0008	0.0005	0.0009
Si	0.0014	-0.0004	0.0008
Si	0	0	-0.0001
Si	0.0008	0	0.0018
Si	0.0007	-0.0008	0.0008
Si	-0.0005	-0.0011	0.0012
Si	0.0001	0.0001	0.0022
Si	-0.0013	-0.0008	0
Si	0.0008	0.0007	0.0014
Si	-0.0006	0.0005	0.0014
Si	0.0003	-0.0001	0.0009
Si	0.0014	0.001	0.0001
Si	0	0.0001	0.0018
Si	-0.0007	-0.0008	-0.001
Si	-0.0006	-0.0001	0.0001
Si	0.0008	0.0013	-0.0002
Si	0.0011	0.0012	-0.0013
Si	0.001	-0.0012	-0.0005
Si	0.0009	0.0003	0
Si	-0.0001	0.0001	-0.0009
Si	0.0004	0.0002	0.0008
Si	0.0009	0.0002	0.0014
Si	0.0001	0.001	0.0032
Si	0.0004	-0.0014	0.0012
Si	-0.0003	-0.0014	-0.0001
Si	-0.0009	-0.0003	0.0032
Si	-0.0007	0.0006	0.0024
Si	0.0003	-0.0012	0.0022
Si	0.0006	0.0004	0.0018
Si	0.0005	0.0012	0.0008
Si	-0.0001	-0.0007	0.0008
Si	0.002	0.0017	0.0002
Si	0.0021	-0.0005	0
Si	0.0008	0.0002	-0.0039
Si	-0.0007	0.0002	0.0011
Si	0.0002	0.0017	0.0016
Si	-0.0004	0.0009	-0.0023
Si	-0.0005	-0.0016	-0.0008
Si	0.0006	0.0013	0.0003
Si	0.0004	-0.0003	0.0007
Si	-0.0032	0.0023	-0.0004
Si	0.001	0.0007	0.0021
Si	-0.0005	-0.0001	-0.0024
Si	0.0024	0.0003	-0.0013
Si	0.0004	0.0024	-0.0002
Si	0.0008	0.0016	0
Si	0.0016	0.0017	0.0014
Si	0.0001	-0.0004	-0.0017
Si	0.0001	-0.0001	0.0012
Si	0.0011	-0.001	-0.0012
Si	0.0005	-0.0006	0.001
Si	0.0009	-0.0006	-0.0011
Si	0.0011	-0.001	0.0007
Si	-0.0007	0	-0.0017
Si	0.0003	-0.0001	0.0002
Si	0.0008	0.002	-0.0044
Si	0.002	0.0006	0.0008
Si	-0.0003	0.0012	0.0011
Si	-0.0001	0	0.0002
Si	0.0005	0.0006	-0.0011
Si	-0.0004	-0.0005	-0.0001
Si	-0.0015	0.0002	-0.0022
Si	0.0011	-0.0013	-0.0005
Si	0.0023	0.0017	0.0022
Si	-0.0008	0.0016	0.002
Si	-0.0011	0	0.0011
Si	0	0.0011	0.0004
Si	0.0001	0.0004	0.0024
Si	0	0.0011	-0.001
Si	-0.0012	-0.0002	0.0017
Si	-0.0018	0.0004	0.0038
Si	-0.0011	-0.0001	0.0002
Si	-0.0001	0.0004	0.0005
Si	0.001	-0.0007	-0.0006
Si	0.0002	0.0011	0.0003
Si	0.0002	-0.0001	-0.0013
Si	-0.0001	-0.0008	0.0008
O	0.0001	0.0024	0.0009
O	-0.0008	-0.0014	0.0006
O	-0.0004	0.0018	0.0008
O	0.0031	-0.0002	-0.004
O	-0.0003	0.0008	0.0029
O	-0.0007	-0.0001	-0.0007
O	-0.0004	0.001	-0.0012
O	0.0003	-0.0003	0.0015
O	0.0015	-0.0004	0.0001
O	-0.0004	0.0016	0.0006
O	0.0015	0.0025	0.0015
O	0.0001	-0.0007	0.0014
O	-0.0003	-0.0014	-0.0018
O	-0.0018	-0.0006	0.0003
O	-0.0006	-0.0009	-0.0001
O	-0.0003	0	0.0011
O	-0.0004	-0.0005	0.0035
O	0.0005	0.0008	-0.0007
O	-0.003	0	-0.0021
O	-0.0031	-0.0002	0.0009
O	-0.0018	0.0003	0.0006
O	-0.0013	0.0007	-0.0012
O	0.0006	0.0008	0.0003
O	0.0003	0.0003	-0.001
O	-0.0002	0.0019	0.0003
O	-0.0016	0.0004	-0.0008
O	-0.0013	-0.0027	0.0021
O	0	0.0005	-0.0019
O	-0.0003	0.0002	0.0008
O	0.0033	-0.0026	-0.0077
O	0.0004	0.0006	-0.0006
O	-0.0025	0.0028	0.0029
O	-0.0002	-0.0005	-0.0012
O	-0.0021	0.0024	0.0019
O	0.0012	0.0028	0.0008
O	0.0005	-0.0018	-0.0013
O	0.0015	0.0007	0.0041
O	0.0003	0.0005	0.0001
O	-0.0004	0.0002	0.0004
O	-0.0007	0.0014	0.0006
O	-0.0005	-0.0007	-0.0019
O	-0.0009	-0.0005	0.0009
O	-0.0002	-0.0002	0.0002
O	-0.0032	-0.0008	-0.0009
O	-0.0009	0.0006	0.003
O	0.0011	-0.0009	-0.0003
O	0.0004	-0.0001	-0.0016
O	0.0005	0.0014	-0.0018
O	-0.0027	0.0015	-0.0007
O	0.0002	0.0005	0.0018
O	0.0011	0.0004	0.002
O	0.0005	0.0006	0.0005
O	-0.0002	0.0024	-0.0006
O	-0.0005	0.0026	0.0014
O	0.0018	0.0027	0.0015
O	-0.0001	0.0003	0.001
O	0.0017	0.0007	-0.0009
O	0.0001	-0.0019	0.0008
O	-0.0011	0.0009	-0.0005
O	0.0009	-0.0008	0.004
O	0.0004	-0.0011	0.0011
O	0.0016	0.0005	0.0028
O	0	0.0006	0.0006
O	0.001	-0.0001	0.0007
O	-0.001	-0.0003	-0.0008
O	-0.0003	-0.0003	-0.0021
O	0.0003	0.0001	-0.0012
O	-0.0003	0.001	-0.0018
O	0.0047	-0.0022	0.0051
O	-0.0021	-0.0004	0.0031
O	0.003	-0.0002	0.0023
O	0.002	0	0.0006
O	0.0012	0.0015	0.0011
O	0.0013	0.0005	0.0018
O	-0.0009	0.0011	-0.0003
O	-0.0003	-0.0008	0.0013
O	0.0008	0.0009	-0.0001
O	0.0002	0.0012	-0.0023
O	0.001	-0.0002	-0.0003
O	0.0008	0.0004	-0.0033
O	-0.0002	-0.0002	0.0004
O	0	0.0001	-0.0008
O	0.0017	0.0002	0.0009
O	0.0005	0.0015	-0.0006
O	0.0008	0.0015	0.0006
O	0.0006	0.0009	-0.0004
O	0.0005	0.0017	-0.0015
O	0.0014	-0.0027	-0.0006
O	0.0001	-0.0001	0.0035
O	0.0014	0.0023	-0.002
O	0.0016	-0.0006	0.0031
O	0.0003	0.0001	0.0002
O	0.0021	-0.0005	0.0001
O	0.0012	0.002	-0.0022
O	-0.0003	0.0004	0.0009
O	-0.0017	-0.0005	-0.001
O	0.0002	0.0018	0.0004
O	0	0.0001	-0.0012
O	-0.0009	0.0004	0.0027
O	0.0007	0.0003	-0.0007
O	-0.0012	0.0012	0.0028
O	-0.0001	0.0001	-0.0001
O	0.0002	0.0005	0.0016
O	0.0006	-0.0009	0.0008
O	0.0003	-0.0011	0.0018
O	-0.0002	0.0008	-0.0003
O	-0.0015	0.0005	0.0007
O	0.0008	0.0005	-0.0003
O	0.0009	0.0011	0.0017

The program warned: the cutoff lies below the one the program advises for these potential files; the forces do not sum to zero within the program's tolerance; empty levels may hold ghost states of the PAW files; the exchange-correlation potential is rough where the density is thin.
